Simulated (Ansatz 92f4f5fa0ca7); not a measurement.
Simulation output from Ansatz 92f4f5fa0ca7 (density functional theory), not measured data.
Periodic cell of 224 atoms, Si132O90B1H1, from a study of silicon, its oxide and their interface. The atomic structure is a simulated model.
Doubt: the cutoff is far below the 930 eV that the study's wrapper takes by default for these files, so forces and energies are approximate.
This geometry differs little from another in the collection (a relaxation step or a small displacement).

Settings: functional PBE; potential files Ansatz PAW; basis plane waves; wave-function cutoff 580 eV; density cutoff ratio 5; exchange-correlation grid ratio 1; k mesh 1 x 1 x 1, Gamma-centred; self-consistency stop 5e-08 eV per atom in the density residual; occupations fixed; spin none; net charge 0.

Cell vectors (angstrom)
a  10.938  0  0
b  0  10.938  0
c  0  0  33.1626

Atoms and the computed forces on them: element, x, y, z (angstrom), force x, y, z (eV/angstrom)
Si  0.461  -0.3524  25.7942  -0.0036  -0.0058  0.083
Si  5.3339  0.3271  25.6268  0.0133  0.0049  0.0338
Si  2.9531  2.4179  25.619  0.0092  0.0142  0.0266
Si  7.9672  3.032  25.9201  0.0189  -0.0226  0.0482
Si  -0.281  5.6376  25.6179  0.0084  -0.0066  0.0214
Si  5.8734  5.3181  25.7178  -0.0046  -0.0055  0.0306
Si  2.6469  8.3218  25.5384  -0.0106  0.0127  0.0001
Si  8.5775  8.0225  25.6517  0.0078  0.0156  0.0397
Si  1.5097  1.2942  27.0957  -0.0189  -0.0019  -0.006
Si  6.7949  1.4097  27.1173  0.0105  -0.0036  -0.0093
Si  4.1241  4.1213  26.8617  -0.0024  -0.0015  -0.023
Si  9.5996  4.1611  27.1245  0.0028  -0.0088  -0.0116
Si  1.4014  6.7902  26.885  -0.0005  -0.0033  -0.0107
Si  6.9811  6.8796  27.0399  0.0037  0.0123  -0.0169
Si  4.1959  9.5504  26.8788  0.0063  0.006  -0.0101
Si  9.699  9.5331  27.0484  -0.0032  0.0089  -0.0174
Si  2.8424  -0.0904  28.4042  -0.0006  0.0001  -0.0029
Si  8.2334  -0.0217  28.3613  -0.0058  0.0029  -0.0156
Si  0.0465  2.696  28.3739  -0.003  -0.0063  -0.0093
Si  5.4099  2.7852  28.3984  0.0044  -0.0068  -0.005
Si  2.7505  5.4434  28.3041  -0.0044  -0.0023  0.0053
Si  8.2271  5.4882  28.4595  0.0043  -0.0053  0.0051
Si  0.0711  8.1316  28.3869  -0.0076  0.0041  -0.0098
Si  5.506  8.1993  28.3361  -0.0048  -0.0069  0.0083
Si  4.1018  1.3673  29.7444  0.0749  -0.0322  0.2813
Si  9.5708  1.3673  29.7444  0.0604  -0.0615  -0.1054
Si  1.3673  4.1018  29.7444  0.2093  -0.0123  -0.218
Si  6.8362  4.1018  29.7444  -0.2153  0.0786  0.2386
Si  4.1018  6.8362  29.7444  0.0119  -0.0441  -0.4997
Si  9.5708  6.8362  29.7444  0.381  0.1306  0.5432
Si  1.3673  9.5708  29.7444  0.2766  -0.303  0.0825
Si  6.8362  9.5708  29.7444  0.0833  -0.02  -0.1402
Si  0  0  31.1116  -0.0031  0.0256  -0.0374
Si  5.469  0  31.1116  0.0656  0.1806  -0.006
Si  2.7345  2.7345  31.1116  -0.0467  -0.0701  -0.0083
Si  8.2035  2.7345  31.1116  -0.0501  0.0177  -0.0262
Si  0  5.469  31.1116  -0.0725  0.0909  0.0037
Si  5.469  5.469  31.1116  0.0656  -0.021  0.0025
Si  2.7345  8.2035  31.1116  -0.0848  0.0752  0.0173
Si  8.2035  8.2035  31.1116  0.0791  0.0471  -0.0073
Si  1.3673  1.3673  32.4789  -0.0068  0.0309  -0.0037
Si  6.8362  1.3673  32.4789  0.0298  -0.0852  -0.0081
Si  4.1018  4.1018  32.4789  0.0025  0.0021  -0.0175
Si  9.5708  4.1018  32.4789  0.0634  -0.0261  -0.0336
Si  1.3673  6.8362  32.4789  0.0592  -0.0826  -0.0153
Si  6.8362  6.8362  32.4789  -0.0189  0.0127  -0.0084
Si  4.1018  9.5708  32.4789  0.0426  -0.0624  -0.037
Si  9.5708  9.5708  32.4789  -0.0351  -0.013  -0.0106
Si  2.7345  0  0.6835  -0.0144  0.0083  0.0064
Si  8.2035  0  0.6835  0.0116  0.075  0.0496
Si  0  2.7345  0.6835  -0.0982  0.0252  0.0111
Si  5.469  2.7345  0.6835  0.0177  0.0134  0.0131
Si  2.7345  5.469  0.6835  -0.0332  0.0266  0.0397
Si  8.2035  5.469  0.6835  -0.0005  -0.0134  0.0086
Si  0  8.2035  0.6835  -0.004  0.0007  0.0081
Si  5.469  8.2035  0.6835  -0.0302  0.0864  0.0048
Si  4.1018  1.3673  2.0507  -0.0186  -0.031  0.0411
Si  9.5708  1.3673  2.0507  0.0867  -0.0203  -0.0164
Si  1.3673  4.1018  2.0507  -0.0489  -0.1243  -0.018
Si  6.8362  4.1018  2.0507  0.0052  0.0034  0.0408
Si  4.1018  6.8362  2.0507  0.0847  -0.0345  -0.0191
Si  9.5708  6.8362  2.0507  -0.0224  0.0032  0.0329
Si  1.3673  9.5708  2.0507  -0.0051  0.0152  0.0407
Si  6.8362  9.5708  2.0507  -0.066  -0.1697  -0.0282
Si  0  0  3.418  0.0329  0.352  -0.3481
Si  5.469  0  3.418  -0.2336  -0.1697  0.1587
Si  2.7345  2.7345  3.418  -0.3153  -0.0282  -0.0108
Si  8.2035  2.7345  3.418  0.0459  0.0667  0.1577
Si  0  5.469  3.418  0.0154  -0.0803  0.1861
Si  5.469  5.469  3.418  -0.0866  0.2404  -0.2041
Si  2.7345  8.2035  3.418  0.0655  0.0346  0.258
Si  8.2035  8.2035  3.418  -0.3806  -0.149  -0.3509
Si  1.3337  1.3696  4.8122  -0.0006  0.0022  0.0036
Si  6.7918  1.3881  4.7721  0.0015  0.0071  -0.009
Si  4.0344  4.1691  4.7442  0.0113  0.0095  0.0009
Si  9.5598  4.1123  4.8211  0.0051  0.0003  -0.0016
Si  1.3557  6.8449  4.8028  0.0043  -0.007  -0.0055
Si  6.8071  6.8444  4.7937  -0.0064  -0.0068  -0.0017
Si  4.0736  9.5761  4.852  0.0053  0.0019  -0.0071
Si  9.5025  9.6292  4.6869  0.007  0.0001  -0.012
Si  2.616  -0.0582  6.2367  -0.002  -0.0045  0.0265
Si  8.1424  -0.0107  6.1015  -0.0042  0.0031  0.0221
Si  -0.0393  2.7394  6.2276  -0.0039  -0.0038  0.0191
Si  5.3275  2.727  6.0453  -0.0018  -0.0096  0.0053
Si  2.716  5.497  6.2336  -0.0081  0.0028  0.0087
Si  8.1167  5.4236  6.1737  0.0102  0.0004  0.021
Si  -0.1416  8.2246  5.994  -0.0016  -0.0079  0.0127
Si  5.4451  8.1895  6.2338  -0.0015  0.0032  0.0173
Si  3.7673  1.6211  7.4199  0.0038  -0.0186  -0.0753
Si  9.6751  1.1096  7.4635  -0.0043  0.0187  -0.012
Si  1.5842  3.8857  7.5456  -0.0259  0.0152  -0.0351
Si  6.4967  4.1997  7.4199  0.0205  -0.0135  -0.0382
Si  4.3744  6.5524  7.5953  -0.0165  0.0195  -0.0431
Si  9.2483  7.1186  7.3555  0.001  -0.0354  -0.0433
Si  0.8784  9.7306  7.445  0.0161  0.015  -0.0237
Si  7.0614  9.3691  7.5066  -0.0177  0.0032  -0.0151
O  9.5999  6.8219  25.1091  -0.0018  -0.0028  0.0093
O  4.1384  1.3636  25.0929  -0.0028  0.0035  0.0085
O  8.1802  8.232  7.9802  -0.0113  0.0197  -0.0164
O  2.6994  2.7485  8.0099  -0.0157  0.012  -0.0011
O  6.9139  4.1164  25.2325  -0.0208  0.0233  0.0025
O  1.5128  9.4742  25.1317  0.026  -0.0254  0.0194
O  5.4761  5.3784  7.9361  -0.0004  0.0029  0.0055
O  -0.1293  0.0077  7.9243  0.0023  -0.0017  -0.0245
O  6.9334  3.3666  8.7785  0.0239  -0.0215  0.018
O  6.5193  10.1178  8.885  -0.0117  0.0142  0.0031
O  10.1319  6.5355  8.6095  0.0232  -0.009  0.0298
O  1.0964  8.825  8.8039  -0.0021  -0.0122  0.0131
O  4.5958  1.0404  8.7031  0.0297  -0.0118  0.0451
O  1.0132  4.601  8.937  -0.019  0.0091  0.0058
O  8.8946  1.5336  8.8622  -0.0096  0.0158  0.0008
O  3.9427  7.023  9.1131  -0.0156  0.0172  0.0236
O  8.0571  8.8745  24.332  -0.0169  0.0131  -0.021
O  8.7644  2.2858  24.7171  0.0189  -0.0188  -0.0337
O  5.5513  6.2628  24.3925  0.0024  0.0114  -0.0069
O  2.0049  2.8392  24.3245  -0.0092  0.0075  -0.0129
O  10.7753  0.4189  24.505  -0.0221  0.0311  -0.0709
O  0.1693  4.7766  24.2757  0.0114  -0.0122  -0.0092
O  7.1757  11.8272  20.4928  0.0034  0.0036  -0.0003
O  6.2317  10.8042  24.3149  0.0115  -0.0146  -0.0192
Si  9.693  1.3672  23.7789  -0.0015  0.0121  -0.0126
Si  4.7123  6.3622  20.4068  -0.0076  -0.0099  0.0057
Si  1.0103  8.8607  10.4315  0.0114  -0.0039  0.0323
Si  17.2439  5.2414  15.9117  0.0084  -0.004  -0.0229
Si  7.1474  2.1719  19.4633  -0.0081  -0.0061  0.0041
Si  19.2283  14.2962  12.6177  -0.0009  0.0063  0.0152
Si  10.9146  4.9465  16.7899  0.0056  0.0329  0.0057
Si  9.0925  -0.7255  16.4126  0.0099  0.0027  -0.0034
Si  15.2796  10.4425  19.0155  0.0137  0.0075  0.0084
Si  12.4811  2.9396  18.3081  0.0012  0.0108  0.0004
Si  8.3238  2.9217  9.5004  0.004  -0.0011  0.0052
Si  2.8995  7.8893  18.4175  0.0199  -0.0208  0.0136
Si  11.3994  1.0029  16.2943  -0.0019  0.0131  -0.0114
Si  0.3311  13.5848  13.5672  -0.0063  -0.0134  -0.0059
Si  4.1079  2.4047  20.013  -0.0027  0.0134  0.0094
Si  6.0388  2.4119  14.4297  0.0062  -0.0145  -0.0064
B  6.7801  6.0225  18.5693  -0.0028  0.0006  0.0086
Si  5.1798  10.754  9.5828  0.0085  -0.0276  0.0169
Si  15.2363  6.5671  23.401  -0.0153  0.0056  -0.0053
Si  17.8267  10.2062  20.5489  -0.003  0.0066  0.0029
Si  3.0952  4.3076  21.8742  -0.0137  -0.003  -0.0096
Si  11.3359  9.5133  14.7983  -0.0218  0.0379  -0.0318
Si  6.4266  11.5479  16.9345  -0.0027  0.0123  -0.0072
Si  5.2182  8.2838  13.1107  0.0098  0.0061  -0.0014
Si  10.4969  5.1804  9.4201  0.0007  -0.0206  0.0057
Si  3.6483  6.9209  15.4485  0.0087  0.013  -0.0295
Si  7.497  10.1619  23.4942  0.0049  -0.0012  -0.0087
Si  -2.2828  8.31  18.7503  0.0097  0.0077  0.0002
Si  -0.4471  6.7499  12.0476  0.0043  0.0057  0.007
Si  1.53  10.9545  12.3279  0.0004  -0.004  0.0092
Si  10.9666  6.6704  19.0267  -0.0142  -0.0158  -0.0508
Si  3.809  8.1041  10.3172  -0.0025  0.0003  0.0274
Si  0.8067  3.527  23.4279  -0.0048  0.0016  -0.02
Si  9.866  3.7988  19.0887  0.0075  0.0066  -0.0112
Si  4.7639  11.2697  12.5457  -0.0167  -0.007  0.0077
Si  7.7556  6.2788  13.5154  -0.0038  0.0013  -0.012
Si  1.2632  5.3355  14.1266  -0.0223  -0.0073  -0.0055
O  9.9395  7.7824  19.6098  -0.0032  0.0037  0.007
O  5.0092  1.7611  13.3211  0.0067  0.0087  0.0054
O  11.1608  2.8032  19.3023  -0.0048  0.0008  0.0021
O  7.2261  12.5593  17.9348  0.0014  -0.0013  -0.0072
O  4.0592  7.9389  14.228  -0.005  -0.0086  0.0169
O  3.8443  0.8146  19.837  -0.0019  0.0005  0.0044
O  2.315  8.0277  10.9452  -0.0027  0.0017  -0.0174
O  -1.2486  4.0607  17.4494  -0.0111  -0.011  0.0097
O  7.6415  4.8732  12.6542  0.0001  0.0027  -0.0033
O  9.2858  -2.0237  17.3746  -0.0046  -0.0032  0.0054
O  5.7987  14.8294  15.1101  -0.0007  0.0012  0.0124
O  5.4158  9.918  13.2416  0.0002  -0.0011  -0.005
O  10.6826  8.1133  11.1559  -0.0036  -0.0037  -0.0123
O  17.5645  5.1074  17.5309  -0.0049  -0.0021  -0.0095
O  1.1907  10.5839  15.7621  0.007  -0.0175  0.0159
O  5.8641  12.3383  15.6666  -0.0047  0.0143  -0.0032
O  1.5599  7.251  19.1511  0.0119  0.006  0.0007
O  19.3849  3.1951  19.6836  0.0054  0.0052  0.0005
O  7.6314  18.0292  18.3957  -0.0032  -0.0036  0.0028
O  12.4516  1.6208  17.3614  0.0005  -0.0158  -0.0015
O  3.1463  11.0783  12.4395  0.0144  0.001  -0.0072
O  3.296  7.6537  24.1368  0.0058  -0.0053  0.0095
O  18.9292  9.5158  19.5854  0.0009  -0.0035  -0.0059
O  9.3995  4.0534  9.0702  0.0052  0.0055  -0.0082
O  11.8975  9.7767  13.3077  -0.0005  0.001  -0.004
O  3.7951  2.8553  21.5645  0.008  -0.0055  -0.0028
O  4.8309  7.053  21.912  0.0014  0.0013  -0.009
O  1.0933  10.4409  10.8441  0.0029  0.0011  -0.0114
O  5.0458  6.2509  15.9055  0.0019  -0.0044  0.0134
O  18.4343  10.4709  16.3545  -0.0088  -0.0022  0.0019
O  -2.8236  2.7772  11.1022  -0.0046  -0.0029  -0.0189
O  6.5936  7.4137  13.311  0.0025  -0.0022  0.0025
O  5.6569  2.8477  19.6676  0.0023  -0.0005  0.002
O  10.9491  5.1219  15.1928  0.0028  -0.0034  -0.0066
O  16.0827  10.838  17.6445  -0.0019  -0.0024  -0.01
O  9.9536  11.5097  16.9647  -0.0071  -0.0063  0.0071
O  0.1673  2.0716  15.0918  0.0048  0.0046  -0.003
O  3.5813  5.0968  23.2235  -0.0042  -0.01  0.0085
O  13.9465  -3.3411  16.8102  -0.0295  -0.0081  0.0126
O  11.6127  7.9774  15.2083  -0.1322  -0.2602  0.9101
O  5.4701  11.3556  11.067  -0.0031  0.0054  0.0074
O  4.0502  -1.3571  9.6599  -0.0035  -0.0011  -0.0185
O  8.6484  11.2648  23.0762  -0.0009  -0.0018  0.0082
O  4.8064  7.8642  11.5786  0.0053  -0.0012  -0.0125
O  10.6042  2.4438  22.9304  0.0003  -0.0026  0.0155
O  3.5437  5.231  20.6021  0.0064  0.0046  -0.0029
O  7.6169  5.8497  15.1088  -0.0044  -0.0006  0.0137
O  -0.5603  5.4908  11.0056  -0.0015  0.0001  0.0021
O  9.718  9.8517  14.9384  0.017  -0.0098  0.0019
O  0.8141  12.3839  12.588  -0.0034  0.0165  0.0084
O  6.9689  9.6294  22.0578  -0.0048  -0.0046  0.0047
O  1.4651  3.8267  13.5115  0.0026  0.0107  0.0012
O  4.1893  7.2921  19.1944  -0.012  0.0153  -0.0137
O  2.6335  5.7878  14.8641  0.0066  0.0047  0.0129
O  9.8599  14.2161  13.0408  0.0093  -0.004  -0.0014
O  3.0466  9.5085  18.6722  -0.0094  -0.0026  -0.0028
O  9.1799  6.9202  13.0224  0.0051  -0.003  -0.0014
O  17.0836  5.8397  19.7993  0.0054  0.0028  -0.0054
O  0.8442  6.3867  12.9681  0.0002  0.0013  -0.0032
O  10.7924  6.4771  17.3911  -0.0345  -0.0482  0.0342
O  16.3604  9.7379  20.0122  0.0017  -0.007  0.0009
O  1.4855  4.1006  22.0482  0.0117  0.0064  0.0081
O  10.4282  5.2507  19.7008  -0.0016  -0.006  0.0089
O  23.2441  4.2866  17.3749  0.0106  -0.0028  0.0015
O  13.928  3.0831  19.0193  -0.0035  -0.0055  0
O  7.4996  2.4221  13.7  -0.0039  -0.0002  0.0061
H  11.2841  7.6606  16.1056  0.1942  0.2797  -0.9184

Results
free energy: -135271.457 eV
free energy less fixed offsets of B -154.04, H -15.97, O -568.88, Si -635.61 eV per atom: -1.727 eV

The program warned: the cutoff lies below the one the program advises for these potential files; the forces do not sum to zero within the program's tolerance; the exchange-correlation potential is rough where the density is thin.
